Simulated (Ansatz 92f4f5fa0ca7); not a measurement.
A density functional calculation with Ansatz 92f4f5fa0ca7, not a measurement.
Periodic cell of 256 atoms, Si144O112, from a study of silicon, its oxide and their interface. The atomic structure is a simulated model.
Doubt: the cutoff is far below the 930 eV that the study's wrapper takes by default for these files, so forces and energies are approximate.
This geometry differs little from another in the collection (a relaxation step or a small displacement).

Settings
functional: PBE
potential files: Ansatz PAW
basis: plane waves
wave-function cutoff: 580 eV
density cutoff ratio: 5
exchange-correlation grid ratio: 1
k mesh: 1 x 1 x 1, Gamma-centred
self-consistency stop: 5e-08 eV per atom in the density residual
occupations: fixed
spin: none
net charge: 0

Cell vectors (angstrom)
a, 10.938, 0, 0
b, 0, 10.938, 0
c, -0.5492, 4.6506, 36.6141

Atoms: element, x, y, z (angstrom)
Si, 1.1258, 2.9459, 29.1905
Si, 3.906, 5.5952, 29.0718
Si, 0.1832, 9.3052, 29.0514
Si, 3.3915, 0.722, 29.1741
Si, -4.811, 3.3339, 29.208
Si, -2.2593, 6.2837, 29.0876
Si, 6.1964, 8.2546, 28.9168
Si, -1.4181, 0.3067, 29.162
Si, 2.2032, 4.6351, 30.3948
Si, 4.8744, 7.2224, 30.4978
Si, 2.1042, -0.8749, 30.3412
Si, 4.8892, 1.8793, 30.5615
Si, -3.2503, 4.6066, 30.4475
Si, -0.6418, 7.4838, 30.3754
Si, 7.7994, 10.3203, 30.5029
Si, -0.4427, 1.8872, 30.5502
Si, 0.796, 6.0597, 31.7338
Si, 3.5238, 8.7196, 31.7598
Si, 0.8771, 0.482, 31.8704
Si, 3.5341, 3.3061, 31.8658
Si, 6.3273, 5.9625, 31.8631
Si, 8.9875, 8.7806, 31.843
Si, 6.3088, 11.507, 31.8775
Si, -1.8806, 3.2589, 31.8214
Si, -0.5492, 4.6506, 33.1959
Si, 2.1853, 7.3851, 33.1959
Si, -0.5492, 10.1196, 33.1959
Si, 2.1853, 1.9161, 33.1959
Si, 4.9198, 4.6506, 33.1959
Si, 7.6543, 7.3851, 33.1959
Si, 4.9198, 10.1196, 33.1959
Si, 7.6543, 1.9161, 33.1959
Si, 1.3673, -1.3673, 3.418
Si, 4.1018, 1.3673, 3.418
Si, 1.3673, 4.1018, 3.418
Si, 4.1018, -4.1018, 3.418
Si, 6.8362, -1.3673, 3.418
Si, -1.3673, 1.3673, 3.418
Si, 6.8362, 4.1018, 3.418
Si, -1.3673, 6.8362, 3.418
Si, 2.7943, -0.0739, 4.8345
Si, 5.4453, 2.7866, 4.7244
Si, 2.7372, 5.4657, 4.691
Si, 5.4343, -2.7189, 4.794
Si, -2.7727, 0.0238, 4.7531
Si, 0.0007, 2.7271, 4.7647
Si, 8.1951, 5.473, 4.831
Si, -0.035, -2.6905, 4.8549
Si, 1.486, 1.4285, 6.0846
Si, 4.0965, 4.1502, 6.0796
Si, 1.4329, -4.129, 6.0642
Si, 4.0155, -1.5623, 6.3276
Si, -4.0576, 1.5378, 6.0501
Si, -1.3079, 4.1253, 6.1684
Si, 6.7294, -4.1246, 6.1613
Si, -1.552, -1.359, 6.2147
Si, -0.6746, 0.0861, 7.859
Si, 2.5503, 3.021, 7.4046
Si, 0.3435, -5.666, 7.3879
Si, 3.1744, -3.4614, 7.4918
Si, 5.3643, -0.4894, 7.9247
Si, -2.536, 2.625, 7.4572
Si, 5.029, 5.786, 7.4305
Si, -3.1691, -2.5213, 7.4943
Si, 0.8181, 3.2834, 34.5631
Si, 3.5526, 6.0179, 34.5631
Si, 0.8181, 8.7524, 34.5631
Si, 3.5526, 11.4869, 34.5631
Si, 6.2871, 3.2834, 34.5631
Si, -1.9164, 6.0179, 34.5631
Si, 6.2871, 8.7524, 34.5631
Si, -1.9164, 0.5489, 34.5631
Si, 2.1853, 4.6506, 35.9304
Si, 4.9198, 7.3851, 35.9304
Si, 2.1853, 10.1196, 35.9304
Si, 4.9198, 1.9161, 35.9304
Si, -3.2837, 4.6506, 35.9304
Si, -0.5492, 7.3851, 35.9304
Si, -3.2837, -0.8184, 35.9304
Si, -0.5492, 1.9161, 35.9304
Si, 1.3673, 1.3673, 0.6835
Si, 4.1018, 4.1018, 0.6835
Si, 1.3673, 6.8362, 0.6835
Si, 4.1018, -1.3673, 0.6835
Si, 6.8362, 1.3673, 0.6835
Si, -1.3673, 4.1018, 0.6835
Si, 6.8362, -4.1018, 0.6835
Si, -1.3673, -1.3673, 0.6835
Si, 0, 0, 2.0507
Si, 2.7345, 2.7345, 2.0507
Si, 0, 5.469, 2.0507
Si, 2.7345, -2.7345, 2.0507
Si, 5.469, 0, 2.0507
Si, 8.2035, 2.7345, 2.0507
Si, 5.469, 5.469, 2.0507
Si, 8.2035, -2.7345, 2.0507
Si, 5.1235, -3.6816, 11.4647
Si, -1.6142, -2.3921, 16.0866
Si, 1.138, -0.8108, 15.548
Si, 0.7289, 3.751, 26.282
Si, 2.8445, 5.8874, 26.1456
Si, 2.4316, 2.4278, 12.1955
Si, 3.1593, -5.0393, 14.8636
Si, 4.8713, 5.039, 23.9268
Si, 0.2385, 0.4941, 12.9503
Si, 0.9793, 1.971, 23.9191
Si, 4.1588, 1.5836, 9.795
Si, 6.7069, -0.6308, 15.5669
Si, 6.4951, -0.7202, 25.1913
Si, 5.6222, 8.8314, 20.5884
Si, -0.2731, 8.045, 18.6714
Si, -1.9986, 1.9698, 17.6047
Si, 8.0346, -4.4857, 14.4186
Si, 2.7981, 0.9503, 17.3914
Si, 0.1682, 9.8881, 23.6738
Si, 1.9476, 1.5732, 20.1943
Si, 0.2599, -1.5076, 10.485
Si, 5.4472, -0.0557, 18.3143
Si, -2.2761, 8.2012, 24.5386
Si, 5.3349, -2.8708, 14.227
Si, 3.6775, 2.474, 22.5962
Si, -1.5411, 5.757, 26.0959
Si, 2.8648, 2.9906, 15.2729
Si, 7.7201, -5.2188, 11.4819
Si, -1.2358, -4.0013, 9.6013
Si, -2.4786, 3.9993, 15.824
Si, 6.3662, 3.8674, 9.6085
Si, -3.2265, 1.6101, 26.9358
Si, 2.7491, -3.175, 9.8092
Si, 2.8288, -5.4259, 11.8737
Si, 0.0534, 3.4091, 21.4091
Si, 1.116, 9.5201, 20.7077
Si, 3.23, 7.4904, 19.4382
Si, 0.2459, 3.7211, 16.9425
Si, 5.9557, 0.2715, 22.3126
Si, 7.0917, 1.6397, 19.9962
Si, -2.3254, 1.3086, 14.7064
Si, 1.4504, 8.572, 26.2653
Si, 1.0377, 5.4911, 19.4671
Si, 7.4407, 3.8123, 24.7686
Si, 7.0374, 6.755, 22.2891
Si, -2.9972, 3.9937, 21.6101
Si, 2.2979, -3.1048, 16.768
Si, 4.322, 9.7142, 26.9657
O, -0.5316, -2.9249, 10.5929
O, 1.2413, -0.025, 14.1309
O, 1.4286, 4.1371, 7.9363
O, -0.4073, -0.6196, 9.3007
O, 6.6671, -1.4802, 8.2004
O, -0.3156, 4.8061, 25.621
O, 6.9754, 3.1496, 20.599
O, 7.6223, 3.4332, 8.6585
O, 4.9006, 9.973, 25.4596
O, 1.6732, 6.999, 25.8841
O, 5.9635, 9.5785, 19.1673
O, 1.8983, -0.0121, 20.5132
O, -0.462, 2.4918, 17.7675
O, 7.4649, 7.2774, 28.546
O, 2.1718, -4.4428, 10.7315
O, -0.1478, -4.7667, 8.6755
O, -2.3609, -3.2443, 8.7152
O, 4.6535, 0.0821, 9.3143
O, 4.393, -3.9791, 14.9463
O, -4.1801, 9.7159, 29.3618
O, 3.4547, 6.228, 27.6226
O, 5.2981, 8.569, 27.5922
O, 4.8445, -2.6407, 12.6948
O, 5.4419, 2.5747, 9.9075
O, -2.5655, 1.3568, 19.0009
O, -1.5725, 5.6957, 27.7211
O, -1.2034, 0.8768, 13.6103
O, 2.272, 1.8519, 28.6703
O, 0.6987, 9.2871, 22.2594
O, 0.4533, 2.0929, 20.552
O, 3.8591, -0.1516, 17.9635
O, 5.0461, 4.4579, 28.6475
O, 3.5414, 1.8863, 16.2679
O, 3.1018, 2.2293, 8.7328
O, -1.3615, 9.4033, 23.9333
O, -3.1178, 3.5925, 23.1924
O, 6.931, 4.3539, 11.066
O, 2.8259, 9.1532, 26.8673
O, -1.6337, -3.6657, 15.0456
O, 5.0799, 9.9847, 21.6403
O, 2.224, 4.3833, 26.1594
O, 7.9099, -1.6449, 15.923
O, 3.52, 7.8818, 17.8596
O, 1.8398, -1.8497, 10.1786
O, 3.6849, 4.4062, 15.2632
O, 3.4129, 1.5092, 11.2553
O, 7.2335, 0.4553, 14.4542
O, 2.5925, 1.8648, 23.6645
O, 2.3922, -5.0403, 13.4119
O, -2.6045, -5.2219, 12.9931
O, -2.5675, 2.9211, 14.5828
O, 4.3482, -2.9824, 10.2097
O, -2.8975, 5.1761, 25.4186
O, -2.9109, 2.5564, 25.6347
O, -1.5603, 8.1149, 17.6762
O, -0.1959, 9.3041, 19.726
O, 0.6952, 2.3416, 25.4748
O, 5.5367, 5.1022, 8.8842
O, 0.3508, 3.4815, 27.8393
O, -1.9162, 0.9838, 16.2828
O, 1.4758, 0.2163, 16.7743
O, 5.8228, 4.0377, 24.8234
O, 5.4068, -1.4487, 15.0063
O, -2.7746, 7.2072, 23.3628
O, 6.8282, -3.4664, 14.1562
O, 5.7099, 1.3047, 19.1893
O, 7.9624, 3.2397, 17.1915
O, 2.3119, -1.9578, 15.5998
O, 7.3894, 8.8589, 25.3195
O, 2.2044, 8.4173, 20.275
O, 0.0575, -0.7145, 11.8813
O, 4.2289, 0.1382, 27.8734
O, 16.8163, 0.8765, 7.1956
O, 2.3139, 1.8724, 18.6407
O, 6.8028, 2.5021, 27.9589
O, 6.274, 0.1168, 16.936
O, -0.9226, 4.4722, 16.0687
O, 0.8982, 4.6776, 20.8622
O, 1.3407, 3.2339, 15.8297
O, 0.359, 8.8149, 27.4622
O, 6.8444, 8.065, 21.3357
O, 3.9349, 5.9171, 24.9358
O, 0.9891, 8.1163, 17.6615
O, -1.5014, 3.6668, 21.1275
O, 0.365, 3.1688, 22.9884
O, -1.6227, 1.4085, 8.1312
O, 2.5847, 6.0059, 19.4644
O, 0.2247, 0.5729, 23.5908
O, 11.7243, 0.5247, 7.2917
O, 5.0198, 1.5576, 22.6477
O, -0.1399, 6.6397, 19.4906
O, -1.385, 7.2981, 25.5737
O, 5.7101, 6.1546, 23.0565
O, 6.7149, -3.9339, 11.2371
O, 7.1841, 0.6392, 21.289
O, 4.0178, 4.0414, 22.9382
O, -0.3612, -1.4387, 15.6657
O, -1.9388, -5.1373, 10.4987
O, 7.5677, 5.3016, 15.4835
O, 6.9317, 0.3186, 26.3545
O, 6.6895, -0.1625, 23.6876
O, 4.4506, -5.1553, 11.7933
O, 0.8939, 4.6512, 18.089
O, 2.4219, 3.9585, 11.5939
O, 2.125, -4.5425, 16.0205
O, 0.9211, 1.7845, 12.2042
O, -1.9015, 1.0277, 27.7141
O, 2.9359, 2.4332, 13.745
O, 1.0866, 9.3768, 24.9094
O, 3.0479, 2.3686, 21.0972
O, -3.3036, 5.5637, 21.3642
O, 4.6123, 7.5982, 20.2664

Results
free energy: -155246.179 eV
free energy less fixed offsets of O -568.88, Si -635.61 eV per atom: -3.779 eV

Forces (eV/angstrom), in the order of the atoms: element, x, y, z
Si, 0.1049, -0.1107, -0.0691
Si, 0.1353, -0.0871, -0.0362
Si, 0.0066, 0.0632, -0.0438
Si, -0.14, 0.1071, 0.0377
Si, -0.0043, -0.0099, 0.1095
Si, -0.0212, 0.0588, 0.1437
Si, 0.0542, -0.0448, -0.0823
Si, -0.0265, -0.0836, -0.1074
Si, 0.0328, -0.0434, 0.0994
Si, 0.0666, -0.0513, 0.0528
Si, -0.0485, -0.0979, 0.0011
Si, -0.0113, 0.0734, -0.0208
Si, -0.0388, 0.0286, -0.0501
Si, -0.0458, 0.0308, -0.043
Si, -0.017, 0.1899, -0.0455
Si, 0.0058, -0.0766, 0.0223
Si, -0.0024, 0.0008, -0.0001
Si, -0.0373, 0.0709, -0.0265
Si, 0.0629, 0.0693, -0.0201
Si, -0.0187, -0.022, -0.1201
Si, -0.015, 0.0174, -0.1056
Si, 0.0396, -0.1137, 0.0505
Si, -0.0163, -0.0334, -0.0664
Si, -0.0111, 0.0757, -0.0066
Si, 0.1739, 0.1987, -0.3928
Si, -0.1399, -0.0698, -0.3473
Si, 0.0116, -0.096, 0.2541
Si, 0.0433, -0.0725, 0.296
Si, 0.046, -0.0443, 0.3552
Si, -0.048, 0.0203, 0.1752
Si, -0.1023, -0.2796, -0.3504
Si, 0.1751, 0.3211, 0.3037
Si, -0.0776, 0.024, 0.3523
Si, 0.0354, -0.3413, 0.0838
Si, -0.0969, -0.2203, -0.4588
Si, 0.1351, 0.2122, -0.4075
Si, -0.2454, -0.0633, -0.0898
Si, -0.0652, 0.0559, -0.2068
Si, 0.2059, 0.3486, -0.1921
Si, -0.0449, 0.123, 0.4627
Si, -0.052, 0.039, 0.0249
Si, 0.0196, -0.0079, 0.0692
Si, -0.0548, -0.0551, 0.0012
Si, 0.056, 0.0264, -0.0165
Si, -0.0141, 0.026, 0.0902
Si, -0.0357, -0.0119, 0.0113
Si, -0.0142, 0.0309, -0.0201
Si, 0.0244, 0.0119, -0.0013
Si, -0.0232, 0.0101, 0.039
Si, 0.0321, 0.0769, 0.0075
Si, 0.035, 0.0165, -0.0048
Si, 0.0075, 0.0163, -0.0332
Si, 0.1039, -0.0542, 0.0366
Si, 0.117, -0.0036, -0.0068
Si, -0.0719, -0.0528, 0.0216
Si, -0.0695, 0.0229, 0.0301
Si, -0.0278, -0.0085, 0.0193
Si, -0.102, -0.0224, 0.0685
Si, 0.0447, -0.0263, 0.0589
Si, -0.0385, -0.1483, 0.0199
Si, 0.104, 0.0326, 0.0842
Si, -0.0639, -0.0838, 0.017
Si, 0.0262, 0.0599, 0.0081
Si, 0.0238, 0.1046, -0.0207
Si, 0.0528, -0.0068, -0.013
Si, 0.025, -0.0206, -0.0359
Si, -0.0943, -0.0188, -0.0047
Si, 0.0148, 0.0904, 0.0077
Si, 0.0025, 0.0312, 0.0447
Si, -0.0131, 0.0623, -0.0019
Si, -0.0852, -0.1272, 0.0041
Si, 0.0479, 0.0272, -0.0071
Si, 0.0019, -0.0173, -0.0242
Si, -0.0083, 0.0245, -0.0079
Si, -0.023, -0.0436, -0.0153
Si, 0.0842, -0.0501, 0.0228
Si, -0.032, 0.0147, -0.0125
Si, 0.0633, -0.0322, 0.0035
Si, -0.003, 0.0372, -0.037
Si, -0.0521, 0.0012, -0.0203
Si, 0.0059, -0.0001, 0.0038
Si, 0.0612, -0.0233, 0.0364
Si, 0.0172, 0.0655, -0.0008
Si, -0.0572, 0.0458, 0.0112
Si, 0.0042, 0.0075, 0.0037
Si, -0.0604, 0.0044, -0.0001
Si, -0.0164, -0.0348, 0.008
Si, 0.0105, -0.0083, 0.0232
Si, 0.0286, 0.0598, 0.0148
Si, -0.1856, -0.0883, -0.0005
Si, 0.0209, -0.0671, -0.0087
Si, -0.0276, -0.1057, 0.0133
Si, 0.0618, 0.0248, -0.0459
Si, 0.0291, -0.022, -0.0035
Si, 0.1277, 0.1252, -0.0362
Si, -0.0315, -0.0023, 0.0263
Si, 0.0036, -0.0067, 0.0151
Si, -0.0042, -0.0104, -0.0465
Si, 0.0027, 0.0035, -0.055
Si, 0.0082, -0.0006, -0.0508
Si, -0.0214, 0.0075, -0.0555
Si, 0.0002, -0.0034, 0.0019
Si, 0.0009, -0.0054, -0.0537
Si, 0.0088, 0.0053, -0.0029
Si, 0.0248, -0.0006, -0.0084
Si, 0.0002, -0.0169, -0.0062
Si, -0.0286, 0.0402, 0.0234
Si, 0.0029, -0.0159, -0.0428
Si, 0.0173, -0.0036, -0.0419
Si, 0.003, 0.0047, 0.056
Si, 0.009, -0.0014, 0.0062
Si, 0.0021, 0.0039, -0.0139
Si, -0.0121, -0.0074, -0.0434
Si, -0.0045, 0.0061, -0.0189
Si, -0.0245, 0.007, 0.0189
Si, 0.0018, -0.0029, 0.0424
Si, -0.0181, -0.0055, 0.0267
Si, 0.0042, 0.0008, 0.0131
Si, -0.0051, 0.0176, -0.0216
Si, 0.0067, -0.0099, -0.051
Si, -0.0016, -0.0072, 0.044
Si, 0.0024, 0.0242, -0.0567
Si, 0.004, 0.0017, -0.0615
Si, 0.0042, 0.0123, 0.0245
Si, -0.0088, 0.0131, 0.0529
Si, -0.0079, 0.0086, -0.0272
Si, -0.0057, 0.0032, 0.0393
Si, 0.0263, -0.0099, 0.0255
Si, 0.0226, 0.0141, 0.0367
Si, 0.005, -0.0058, 0.015
Si, -0.0084, -0.0113, 0.0577
Si, -0.0034, 0.0006, 0.061
Si, -0.0058, -0.0002, 0.0158
Si, -0.0006, -0.0032, -0.0329
Si, 0.0089, -0.0076, 0.0631
Si, -0.0004, -0.0024, 0.0452
Si, 0.0104, 0.0044, -0.0299
Si, -0.0533, 0.0183, -0.0139
Si, 0.0021, -0.0056, 0.0164
Si, -0.0094, -0.0156, -0.0355
Si, 0.0034, 0.0027, 0.0536
Si, -0.0034, 0.0014, 0.0582
Si, 0.0045, -0.0095, -0.0315
Si, -0.0156, 0.0097, -0.0901
O, -0.007, -0.0035, -0.03
O, -0.0071, -0.0053, 0.0224
O, -0.0024, -0.0332, -0.0035
O, 0.0029, 0.0121, -0.0364
O, -0.0533, 0.0056, 0.0022
O, -0.0007, -0.0041, 0.0275
O, 0.0057, 0.0049, -0.023
O, -0.0182, 0.0199, -0.0066
O, -0.0084, -0.0004, 0.042
O, 0.0157, -0.0152, 0.029
O, 0.0013, -0.0041, -0.0169
O, -0.0012, -0.0024, -0.023
O, 0.0042, -0.0002, 0.0075
O, -0.0246, 0.0224, 0.0267
O, 0.0018, -0.0047, -0.0186
O, 0.0183, -0.0183, -0.0502
O, 0.0155, -0.0265, 0.0045
O, -0.0093, -0.011, -0.0568
O, -0.0087, 0.0019, 0.0265
O, 0.04, -0.0429, 0.0666
O, -0.0228, -0.0062, 0.0088
O, -0.0047, 0.0085, 0.0551
O, 0.002, 0.0011, 0.0206
O, -0.0285, -0.0167, -0.0238
O, -0.0008, -0.0033, -0.0084
O, -0.0017, -0.0121, -0.0389
O, -0.0137, 0.0048, 0.0207
O, 0.0383, -0.0055, -0.002
O, 0.0105, -0.0025, -0.0345
O, -0.0015, -0.001, -0.0299
O, 0.0051, -0.0042, 0.0031
O, -0.0772, 0.0612, -0.003
O, -0.0013, -0.0047, 0.0246
O, 0.0361, 0.0124, -0.0549
O, 0.0055, 0.0006, 0.0026
O, 0.0041, 0.008, 0.0007
O, 0.0048, -0.0066, -0.017
O, 0.0302, 0.0034, 0.0395
O, 0.0072, 0.0089, 0.0263
O, -0.0034, -0.0085, -0.0295
O, 0.0052, -0.0054, 0.0314
O, 0.0039, 0.0046, 0.026
O, -0.0001, 0.001, 0.0052
O, 0.0043, -0.0069, -0.0316
O, -0.0023, -0.001, 0.0224
O, 0.0206, -0.0051, -0.0379
O, -0.0079, -0.0007, 0.0181
O, 0.003, 0.0029, 0.001
O, 0.0042, 0.0014, 0.0196
O, -0.0012, 0.0049, 0.0105
O, -0.0023, -0.004, 0.0113
O, -0.0044, -0.0012, -0.0277
O, -0.0048, -0.0043, 0.026
O, -0.0011, 0.0138, 0.0049
O, 0.0019, -0.0036, 0.011
O, -0.0039, -0.0063, -0.0233
O, 0.0023, 0.0073, 0.0309
O, 0.0005, -0.028, -0.0384
O, 0.0211, -0.0155, 0.0505
O, -0.0013, -0.0031, 0.0227
O, 0.0042, 0.0026, 0.024
O, -0.0034, 0.0015, 0.0112
O, 0.0058, 0.011, 0.0196
O, -0.0072, -0.0088, -0.0221
O, 0, 0.0069, 0.0235
O, 0.0025, 0.0024, -0.0161
O, 0.0039, -0.0058, 0.0105
O, 0.0005, -0.0068, 0.0304
O, -0.0073, 0.0017, 0.0261
O, 0.001, -0.0123, -0.0192
O, -0.0029, 0.0017, -0.0054
O, -0.0016, -0.0227, 0.0012
O, -0.0179, 0.0032, -0.0574
O, -0.0012, 0.0006, -0.0032
O, 0.0221, -0.0389, -0.028
O, 0.0005, 0.0059, 0.0157
O, 0.0101, 0.0015, 0.0166
O, 0.0021, 0.0023, -0.0225
O, -0.0139, -0.001, 0.0289
O, 0.0167, -0.0102, 0.0377
O, -0.0025, -0.0028, -0.0214
O, -0.0037, 0.001, 0.019
O, -0.0037, 0.0035, 0.01
O, 0.0103, 0.0023, -0.0257
O, 0.0012, 0.0055, -0.0149
O, 0.0116, 0.0241, -0.0314
O, 0.0024, 0.0021, -0.0067
O, 0.0031, 0.0054, -0.0029
O, 0.0165, -0.0052, -0.0123
O, -0.0058, 0.0018, -0.0192
O, -0.0012, -0.0011, -0.0094
O, 0.0055, -0.0208, 0.0374
O, -0.0061, -0.0018, -0.0043
O, -0.002, -0.0061, -0.0111
O, 0.0042, 0.0023, -0.0342
O, -0.0011, -0.0016, -0.01
O, -0.0075, -0.0024, 0.0257
O, 0.0028, 0.0042, -0.0275
O, 0.008, -0.0057, 0.0197
O, 0.0102, 0.0289, 0.0416
O, -0.0056, 0.0026, -0.0012
O, -0.0043, 0.0055, -0.004
O, 0.0063, -0.0012, 0.0017
O, -0.001, 0.0077, -0.006
O, -0.0074, 0.0085, 0.0249
O, -0.0006, 0.0043, -0.0021
O, -0.0426, 0.004, 0.0761
O, 0.0006, 0.0036, 0.0309
O, 0.0129, -0.0082, 0.0184
O, -0.0023, -0.0003, -0.035
O, 0.0017, -0.0101, -0.0293
O, -0.0023, -0.0008, -0.0194

The program warned: the cutoff lies below the one the program advises for these potential files; the forces do not sum to zero within the program's tolerance; the exchange-correlation potential is rough where the density is thin.
